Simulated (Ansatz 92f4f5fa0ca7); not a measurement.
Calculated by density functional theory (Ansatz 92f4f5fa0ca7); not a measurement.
Periodic cell of 224 atoms, Si133O90H1, from a study of silicon, its oxide and their interface. The atomic structure is a simulated model.
Doubt: the cutoff is far below the 930 eV that the study's wrapper takes by default for these files, so forces and energies are approximate.
This geometry differs little from another in the collection (a relaxation step or a small displacement).

Settings: functional PBE; potential files Ansatz PAW; basis plane waves; wave-function cutoff 580 eV; density cutoff ratio 5; exchange-correlation grid ratio 1; k mesh 1 x 1 x 1, Gamma-centred; self-consistency stop 5e-08 eV per atom in the density residual; occupations fixed; spin none; net charge +1 e, with a uniform compensating background and no finite-size correction.

Cell vectors (angstrom)
a, 10.938, 0, 0
b, 0, 10.938, 0
c, 0, 0, 32.4187

Atoms: element, x, y, z (angstrom)
Si, 0.2804, -0.1841, 24.97
Si, 5.1987, 0.4653, 24.9668
Si, 2.8818, 2.6428, 25.0444
Si, 7.928, 2.9838, 24.953
Si, -0.2186, 5.757, 24.9411
Si, 5.7205, 5.2478, 24.9657
Si, 2.5078, 8.5049, 24.9153
Si, 8.4682, 7.9959, 24.8673
Si, 1.369, 1.3925, 26.3291
Si, 6.814, 1.4523, 26.3424
Si, 4.1125, 4.1698, 26.3213
Si, 9.564, 4.1383, 26.2231
Si, 1.3639, 6.9112, 26.2593
Si, 6.8755, 6.8668, 26.2258
Si, 4.13, 9.6452, 26.1894
Si, 9.578, 9.5947, 26.2237
Si, 2.7536, 0.0013, 27.6507
Si, 8.196, 0.0081, 27.6125
Si, -0.035, 2.7589, 27.6245
Si, 5.4345, 2.7755, 27.6971
Si, 2.7074, 5.5188, 27.632
Si, 8.2032, 5.4813, 27.6351
Si, -0.0244, 8.2307, 27.6465
Si, 5.4647, 8.2252, 27.5784
Si, 4.1018, 1.3673, 29.0005
Si, 9.5708, 1.3673, 29.0005
Si, 1.3673, 4.1018, 29.0005
Si, 6.8362, 4.1018, 29.0005
Si, 4.1018, 6.8362, 29.0005
Si, 9.5708, 6.8362, 29.0005
Si, 1.3673, 9.5708, 29.0005
Si, 6.8362, 9.5708, 29.0005
Si, 0, 0, 30.3677
Si, 5.469, 0, 30.3677
Si, 2.7345, 2.7345, 30.3677
Si, 8.2035, 2.7345, 30.3677
Si, 0, 5.469, 30.3677
Si, 5.469, 5.469, 30.3677
Si, 2.7345, 8.2035, 30.3677
Si, 8.2035, 8.2035, 30.3677
Si, 1.3673, 1.3673, 31.735
Si, 6.8362, 1.3673, 31.735
Si, 4.1018, 4.1018, 31.735
Si, 9.5708, 4.1018, 31.735
Si, 1.3673, 6.8362, 31.735
Si, 6.8362, 6.8362, 31.735
Si, 4.1018, 9.5708, 31.735
Si, 9.5708, 9.5708, 31.735
Si, 2.7345, 0, 0.6835
Si, 8.2035, 0, 0.6835
Si, 0, 2.7345, 0.6835
Si, 5.469, 2.7345, 0.6835
Si, 2.7345, 5.469, 0.6835
Si, 8.2035, 5.469, 0.6835
Si, 0, 8.2035, 0.6835
Si, 5.469, 8.2035, 0.6835
Si, 4.1018, 1.3673, 2.0507
Si, 9.5708, 1.3673, 2.0507
Si, 1.3673, 4.1018, 2.0507
Si, 6.8362, 4.1018, 2.0507
Si, 4.1018, 6.8362, 2.0507
Si, 9.5708, 6.8362, 2.0507
Si, 1.3673, 9.5708, 2.0507
Si, 6.8362, 9.5708, 2.0507
Si, 0, 0, 3.418
Si, 5.469, 0, 3.418
Si, 2.7345, 2.7345, 3.418
Si, 8.2035, 2.7345, 3.418
Si, 0, 5.469, 3.418
Si, 5.469, 5.469, 3.418
Si, 2.7345, 8.2035, 3.418
Si, 8.2035, 8.2035, 3.418
Si, 1.4621, 1.3532, 4.8644
Si, 6.8408, 1.3701, 4.7952
Si, 3.9791, 4.1077, 4.7974
Si, 9.6136, 4.0509, 4.8501
Si, 1.3618, 6.8147, 4.7804
Si, 6.9553, 6.7371, 4.7345
Si, 4.1605, 9.4958, 4.6697
Si, 9.5505, 9.6006, 4.7669
Si, 2.9239, -0.1727, 6.1328
Si, 8.1704, 0.0107, 6.2123
Si, 0.0033, 2.6592, 6.2914
Si, 5.4193, 2.7378, 6.1014
Si, 2.5375, 5.3788, 6.2551
Si, 8.2987, 5.4403, 6.2676
Si, 0.0194, 8.214, 6.0901
Si, 5.4794, 8.0845, 5.9159
Si, 4.2859, 1.1874, 7.5518
Si, 9.9135, 0.9449, 7.5614
Si, 0.9849, 4.2137, 7.7931
Si, 6.5351, 4.334, 7.3768
Si, 4.3166, 6.5486, 7.2029
Si, 9.312, 7.2551, 7.4632
Si, 1.3115, 9.6597, 7.4289
Si, 6.8611, 9.3292, 7.3096
O, 9.596, 6.8632, 24.4542
O, 3.9855, 1.5127, 24.5975
O, 8.012, 8.2287, 7.6937
O, 2.986, 1.5362, 8.4707
O, 6.8105, 4.1059, 24.4538
O, 1.372, 9.6193, 24.435
O, 5.4449, 5.4965, 7.7945
O, 0.1883, -0.139, 7.7254
O, 6.817, 3.4816, 8.7889
O, 6.1782, 9.7249, 8.7839
O, 9.8541, 7.3507, 9.0417
O, 1.8761, 9.1658, 8.9107
O, 5.4685, 1.1729, 9.3042
O, 1.7283, 3.6722, 9.1587
O, 9.628, 1.2315, 9.147
O, 3.7991, 7.4531, 8.447
O, 7.8718, 8.5807, 23.451
O, 8.478, 2.2043, 23.6196
O, 5.0337, 5.9025, 23.63
O, 2.2679, 3.2797, 23.661
O, 10.6109, 0.6035, 23.6663
O, 0.4055, 5.155, 23.5486
O, 3.182, 7.8423, 23.5696
O, 5.5222, 14.0939, 19.1645
Si, 11.3934, 2.3804, 20.8102
Si, 7.8346, 9.393, 22.0351
Si, 2.2738, 5.1808, 13.5577
Si, 12.2651, 7.3822, 16.8266
Si, -0.0645, -4.644, 9.7158
Si, 10.9096, 8.9035, 14.7634
Si, -1.3904, -4.977, 17.7177
Si, 1.6207, 4.4515, 22.7268
Si, 4.6014, 10.9269, 16.9846
Si, 6.8879, 5.8839, 16.2817
Si, 5.748, 2.8174, 9.8132
Si, 2.784, 9.2207, 18.685
Si, 7.7788, 3.5818, 11.7361
Si, 9.0771, 1.1227, 10.663
Si, 9.0784, 1.6006, 15.9231
Si, 2.6206, 4.6969, 16.5808
Si, -3.9203, 3.4231, 14.6369
Si, 6.2183, 10.7189, 10.0621
Si, 16.0393, 4.5027, 18.3616
Si, 4.962, 7.1836, 19.8414
Si, -1.5496, 1.1736, 22.748
Si, 2.1366, 2.3694, 12.5608
Si, 5.4528, 10.9619, 21.939
Si, 0.0997, 6.944, 12.7259
Si, 13.76, 2.63, 9.6783
Si, 10.9429, 3.2487, 17.8001
Si, 8.0849, 7.9647, 19.3982
Si, -6.3531, 1.5008, 14.3811
Si, -2.2443, -1.2512, 16.7393
Si, 2.8933, 7.8876, 12.3971
Si, -5.7888, 1.6082, 19.4617
Si, -0.3678, 0.6563, 13.3072
Si, 3.8846, 6.628, 22.7335
Si, 2.7577, 0.407, 20.727
Si, 13.569, 7.8306, 9.4782
Si, 6.2436, 8.6896, 15.3345
Si, 5.0821, -1.1448, 12.8996
O, 6.412, 5.0701, 17.5971
O, -0.5326, -4.6633, 11.3236
O, 6.7215, 4.9741, 14.9607
O, 2.2165, 10.0022, 19.9866
O, -0.2269, 5.0448, 8.62
O, 1.0223, 3.8119, 21.357
O, 1.5174, 6.6477, 9.6402
O, -5.6005, 0.2728, 13.6282
O, 14.1733, 6.448, 13.1198
O, 8.5621, 11.3025, 16.8508
O, 5.33, 9.7281, 16.1738
O, -1.4887, 1.1092, 14.4012
O, 2.3092, 3.9889, 12.4384
O, 5.997, 8.7023, 13.704
O, 2.6956, 4.4878, 14.9586
O, 6.3402, 2.8724, 11.3039
O, 3.2278, 1.7601, 13.5613
O, 14.9089, 4.1163, 17.2552
O, -3.1033, 13.5962, 15.8205
O, 0.7203, 5.7098, 13.5935
O, 7.7778, 9.1383, 15.5195
O, 0.3061, 2.4493, 19.1876
O, 4.5781, 5.664, 19.3696
O, 7.7561, 5.1156, 11.2145
O, 10.8899, 6.5919, 17.0859
O, 2.7476, 5.5434, 22.305
O, 9.0445, 6.6828, 19.0867
O, 1.2704, 7.9982, 12.2762
O, -5.4149, 0.6274, 18.1879
O, 7.6489, 0.3139, 10.5653
O, 11.277, -0.697, 13.8912
O, 4.2526, 3.4304, 9.7913
O, 4.0578, 8.2788, 19.048
O, 8.4584, 6.2074, 16.5265
O, 1.3702, 3.8968, 17.2133
O, -0.833, 7.844, 13.7358
O, 5.5697, 2.7731, 14.3313
O, 2.5471, 6.3056, 16.8218
O, 9.8195, 4.3994, 18.0738
O, 4.2174, 1.1578, 15.9195
O, 3.4396, 7.9652, 10.8675
O, 3.5555, -1.7237, 13.0763
O, 8.5367, 10.8484, 22.1987
O, -2.9758, 3.4074, 13.3232
O, 9.9561, 2.0205, 21.4817
O, 8.5641, 8.5675, 20.834
O, -5.0257, 1.1678, 20.8465
O, 5.4216, -0.8784, 11.302
O, 1.3103, 8.1411, 15.3548
O, 2.396, 1.8376, 11.023
O, 6.5228, 7.5017, 19.4877
O, 1.5433, -2.5541, 18.0757
O, 1.4752, 12.1378, 21.297
O, 8.9598, 2.6881, 11.0744
O, 3.22, -0.6146, 17.5709
O, 8.3134, -1.8854, 18.185
O, 10.1732, -1.6281, 16.1615
O, -0.5574, 2.2454, 16.6451
O, 0.6856, 1.8841, 13.094
O, 6.2761, -1.3357, 21.5577
O, 15.548, 7.2484, 21.4267
O, 5.9005, 0.2634, 23.4902
O, -4.9316, 7.22, 15.9886
O, 3.5381, 1.4415, 19.7188
O, 3.8227, -0.1016, 21.8698
O, 9.9331, 0.3428, 11.8142
H, 8.556, 5.6535, 11.3697

Results
free energy: -135756.566 eV
free energy less fixed offsets of H -15.97, O -568.88, Si -635.61 eV per atom: -5.266 eV

Forces (eV/angstrom), in the order of the atoms: element, x, y, z
Si, -0.0074, -0.001, 0.0405
Si, -0.0097, 0.0252, 0.0201
Si, 0.0182, -0.0264, 0.0446
Si, 0.0088, -0.0144, 0.0337
Si, 0.0087, -0.0078, 0.033
Si, -0.0163, 0.0077, 0.0452
Si, 0.0025, 0.0013, 0.0438
Si, -0.007, 0.0057, 0.0493
Si, 0.0208, -0.0166, 0.0095
Si, -0.012, 0.0078, 0.0007
Si, 0.0133, -0.0123, 0.0056
Si, -0.0084, 0.0054, 0.0119
Si, -0.0098, 0.0128, 0.0091
Si, 0.0108, -0.0043, 0.0083
Si, -0.0179, -0.0007, 0.0206
Si, 0.0123, -0.0069, 0.0034
Si, -0.002, 0.0161, -0.026
Si, 0.0004, 0.0007, 0.0007
Si, 0.0036, -0.0049, -0.0003
Si, -0.0038, -0.0018, -0.0097
Si, 0.0035, -0.0064, 0.0055
Si, -0.0089, 0.0068, -0.0104
Si, -0.0019, 0.0046, -0.0076
Si, 0.0038, -0.0055, 0.0008
Si, -0.0668, -0.0171, 0.3732
Si, -0.1071, 0.0242, -0.0726
Si, -0.0951, 0.085, -0.1348
Si, 0.0737, 0.2325, 0.2649
Si, 0.0563, 0.2642, -0.1698
Si, -0.0091, 0.0208, 0.1128
Si, 0.0276, 0.0376, 0.0921
Si, -0.0506, -0.031, -0.2342
Si, 0.0802, 0.0008, -0.0263
Si, 0.0132, 0.0097, 0.0007
Si, 0.0283, -0.0688, -0.0091
Si, -0.0184, -0.0107, -0.0066
Si, -0.0053, 0.0246, 0.0072
Si, 0.0993, 0.0077, -0.0151
Si, 0.0261, 0.0133, -0.0097
Si, 0.0088, -0.0455, -0.024
Si, -0.0535, 0.0347, -0.0036
Si, 0.0062, 0.0351, -0.0024
Si, -0.0337, 0.0359, -0.0262
Si, 0.0003, -0.029, -0.0187
Si, 0.0383, 0.0386, -0.0074
Si, -0.0418, 0.0308, -0.0143
Si, -0.0319, -0.0101, -0.0265
Si, -0.0197, 0.021, -0.0295
Si, 0.0373, -0.0084, 0.0248
Si, 0.0366, -0.1007, 0.0285
Si, -0.0144, 0.0237, 0.0049
Si, 0.0344, -0.047, -0.0027
Si, 0.0462, -0.0596, 0.0355
Si, -0.0113, 0.052, 0.0207
Si, 0.0056, -0.0469, -0.0044
Si, 0.0294, -0.0027, 0.0186
Si, 0.0039, 0.0433, 0.0222
Si, 0.0984, 0.1264, 0.0319
Si, -0.1053, -0.0438, -0.007
Si, -0.1223, -0.0893, 0.0106
Si, -0.0696, 0.0451, -0.0295
Si, -0.0146, 0.0973, -0.0044
Si, -0.0321, -0.0466, 0.0158
Si, -0.0162, 0.0185, -0.0087
Si, 0.2644, 0.2111, 0.2929
Si, 0.3314, 0.1606, -0.3207
Si, -0.2044, -0.2361, -0.2108
Si, 0.0831, 0.1223, 0.2136
Si, -0.0816, -0.2633, 0.1189
Si, -0.123, -0.2835, 0.1778
Si, -0.3295, -0.3987, -0.451
Si, 0.2801, -0.0313, -0.313
Si, -0.0105, -0.0211, 0.0129
Si, -0.0065, 0.0009, 0.0097
Si, 0.0168, 0.0237, 0.0485
Si, -0.0158, 0.0083, -0.0014
Si, 0.0057, -0.0192, 0.0208
Si, 0.0093, -0.0234, 0.0751
Si, -0.0122, 0.0132, 0.01
Si, 0.0044, -0.0019, 0.1084
Si, 0.0154, 0.0083, -0.0018
Si, 0.043, 0.0165, -0.0425
Si, 0.017, 0.0076, -0.0229
Si, -0.0241, -0.0089, 0.0281
Si, 0.0157, -0.0263, -0.0518
Si, 0.0048, 0.0436, -0.0016
Si, -0.0292, -0.0004, -0.0635
Si, -0.0187, -0.0055, -0.0283
Si, -0.0202, -0.0475, -0.5599
Si, -0.0392, -0.0419, 0.051
Si, -0.0885, 0.1397, 0.0951
Si, 0.0108, -0.0103, -0.031
Si, -0.0008, 0.0112, 0.0239
Si, -0.2722, 0.155, 0.2125
Si, 0.0149, 0.0094, 0.0388
Si, 0.2752, -0.2859, 0.3735
O, -0.0011, 0.0017, -0.0385
O, -0.0045, 0.0163, -0.0253
O, 0.0013, 0.0711, -0.1405
O, -0.1978, 0.0014, 0.1882
O, -0.0007, -0.0017, -0.0456
O, -0.0062, -0.0016, -0.0474
O, -0.0066, 0.0095, 0.0248
O, 0.0043, -0.0027, -0.0011
O, -0.0016, 0.0481, 0.0121
O, 0.0811, 0.0882, -0.0454
O, -0.0482, 0.0261, -0.134
O, -0.0067, 0, -0.0241
O, 0.3022, -0.04, 0.4152
O, -0.0137, 0.0024, -0.0366
O, 0.0099, -0.0106, -0.0134
O, 0.0037, -0.0206, -0.0123
O, -0.0032, 0.015, -0.041
O, 0.0009, -0.007, -0.0178
O, 0.0023, -0.0033, -0.0116
O, -0.0012, 0.0065, -0.0192
O, -0.0066, 0.0042, -0.0159
O, 0.0015, 0.001, -0.018
O, 0.0003, -0.0078, -0.0243
O, -0.0038, -0.0125, 0.0117
Si, -0.0098, 0.0172, 0.0013
Si, 0.0042, -0.0041, 0.0248
Si, -0.0074, 0.0028, -0.017
Si, -0.0056, 0.004, -0.0229
Si, -0.0401, -0.0073, -0.1066
Si, -0.0032, -0.0007, -0.0082
Si, 0.0075, -0.0009, -0.0184
Si, 0.0121, 0.0114, 0.0164
Si, 0.0056, -0.0017, -0.0308
Si, -0.005, 0.0016, -0.017
Si, -0.0302, -0.2153, -0.0995
Si, -0.009, -0.0152, -0.0289
Si, -0.0509, -0.0234, -0.0396
Si, -0.0757, -0.0392, -0.0516
Si, -0.018, 0.0018, -0.0153
Si, 0.006, -0.004, -0.0138
Si, 0.0114, -0.0058, -0.0202
Si, -0.0222, 0.1049, -0.3422
Si, 0.0025, 0.0068, -0.0208
Si, -0.0056, -0.0053, 0.0105
Si, 0.0032, -0.0084, 0.0234
Si, -0.0018, -0.0454, -0.0538
Si, 0.0118, 0.003, 0.0403
Si, -0.0182, -0.0047, -0.055
Si, 0.0624, 0.0446, 0.0475
Si, -0.0084, 0.0098, -0.0203
Si, 0.0078, 0.002, -0.0202
Si, 0.0068, 0.005, -0.0274
Si, 0.0122, 0.0058, -0.0182
Si, -0.0004, 0.0035, -0.0395
Si, 0.0156, -0.0004, -0.0237
Si, -0.0111, 0.0067, -0.039
Si, -0.0063, -0.0006, 0.0003
Si, 0.0007, -0.0079, 0.0069
Si, -0.0175, -0.0264, -0.0234
Si, -0.0006, -0.0073, -0.0186
Si, 0.0211, 0.0149, -0.066
O, -0.0089, -0.0015, 0.0087
O, 0.0056, 0.0107, 0.0651
O, -0.0012, 0.0122, 0.016
O, -0.0062, 0.0068, 0.0108
O, 0.0731, -0.0548, 0.0335
O, -0.0136, -0.0151, -0.0201
O, 0.026, 0.0194, 0.0064
O, -0.0165, 0.0202, 0.0237
O, -0.0004, -0.0102, 0.0108
O, -0.0005, -0.0069, 0.0011
O, -0.0124, 0.017, 0.0157
O, 0.0022, 0.0027, 0.0252
O, 0.001, 0.0147, 0.0249
O, 0.0073, -0.0147, 0.0243
O, -0.0029, -0.0011, 0.0125
O, 0.061, 0.0604, 0.0696
O, -0.0241, 0.0089, 0.0018
O, 0.0039, 0.0008, 0.0104
O, 0.0053, -0.001, 0.0016
O, 0.0174, -0.0131, 0.0148
O, 0.0048, -0.0001, 0.0135
O, 0.0018, -0.003, 0.0112
O, 0.0026, 0.0061, 0.0068
O, -0.0079, 0.0078, 0.0168
O, -0.0035, -0.0047, 0.0065
O, -0.0029, -0.0025, 0.0041
O, -0.0073, 0.0033, 0.0101
O, 0.0068, -0.0049, 0.0129
O, -0.0061, 0.0103, 0.0192
O, 0.0464, -0.0067, 0.0116
O, 0.0039, -0.0067, 0.0071
O, -0.1014, 0.0393, 0.0175
O, -0.0076, 0.0035, -0.0002
O, 0.0001, 0.0027, 0.0121
O, -0.0076, -0.0025, 0.0062
O, -0.0025, 0.0095, 0.0135
O, -0.0158, -0.0106, 0.0019
O, -0.0009, 0.0032, 0.0037
O, 0.0047, -0.0012, 0.0041
O, 0.0081, -0.01, 0.0169
O, -0.0107, 0.0018, 0.0232
O, -0.0153, -0.0027, 0.0094
O, -0.0085, -0.0107, -0.0039
O, 0.0021, 0.0041, 0.0372
O, 0.0149, 0.0104, -0.0234
O, 0.0007, 0.0038, 0.0022
O, -0.0019, 0.0071, -0.0066
O, -0.0199, -0.0665, 0.0955
O, 0.0091, -0.0113, 0.0159
O, 0.0017, 0.0403, 0.0425
O, -0.0033, 0.0012, 0.0045
O, 0.0201, 0.0161, 0.015
O, 0.0043, -0.0041, -0.0042
O, 0.0122, -0.0084, 0.0096
O, 0.0006, -0.0058, 0.0142
O, -0.0097, -0.0112, 0.0104
O, -0.013, 0.008, 0.0119
O, 0.0072, 0.0054, 0.0127
O, 0.0458, 0.0115, -0.0155
O, 0.0039, 0.0062, -0.0034
O, 0.008, 0.0077, -0.0164
O, -0.0098, -0.0005, -0.0216
O, 0.0035, -0.0057, 0.0064
O, -0.004, 0.0003, 0.0086
O, -0.0004, 0.0076, -0.0048
O, 0.0233, 0.0032, 0.0415
H, 0.0139, 0.0159, 0.0011

The program warned: the cutoff lies below the one the program advises for these potential files; the forces do not sum to zero within the program's tolerance; the exchange-correlation potential is rough where the density is thin.
